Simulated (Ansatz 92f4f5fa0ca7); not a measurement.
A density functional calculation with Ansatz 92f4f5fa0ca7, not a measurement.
Periodic cell of 213 atoms, Si131O78As1H3, from a study of silicon, its oxide and their interface. The atomic structure is a simulated model.
Doubt: the cutoff is far below the 930 eV that the study's wrapper takes by default for these files, so forces and energies are approximate.

Settings
functional: PBE
potential files: Ansatz PAW
basis: plane waves
wave-function cutoff: 580 eV
density cutoff ratio: 5
exchange-correlation grid ratio: 1
k mesh: 1 x 1 x 1, Gamma-centred
self-consistency stop: 5e-08 eV per atom in the density residual
occupations: fixed
spin: none
net charge: 0

Cell vectors (angstrom)
a, 10.938, 0, 0
b, 0, 10.938, 0
c, 0, 0, 31.3387

Atoms: element, x, y, z (angstrom)
Si, 10.3493, 0.5141, 23.9874
Si, 5.7238, 10.6296, 23.9239
Si, 2.2042, 3.0458, 23.9102
Si, 8.6523, 2.2251, 24.0031
Si, 0.3415, 4.8911, 23.8761
Si, 4.8859, 5.9238, 24.0358
Si, 3.202, 7.6481, 23.876
Si, 7.5123, 8.7878, 23.8312
Si, 1.1916, 1.4154, 25.2619
Si, 6.839, 1.3153, 25.2173
Si, 3.9364, 4.1042, 25.1864
Si, 9.5966, 3.9945, 25.2537
Si, 1.3383, 6.7356, 25.0488
Si, 6.7147, 6.932, 25.1324
Si, 4.0541, 9.4983, 25.1422
Si, 9.372, 9.6218, 25.1091
Si, 2.6645, -0.0181, 26.4569
Si, 8.1379, -0.0247, 26.6611
Si, -0.0545, 2.731, 26.7512
Si, 5.4152, 2.74, 26.4713
Si, 2.6359, 5.4682, 26.6133
Si, 8.161, 5.4969, 26.4264
Si, -0.0772, 8.1887, 26.3588
Si, 5.4044, 8.2146, 26.6271
Si, 4.0645, 1.3437, 27.8425
Si, 9.5105, 1.3282, 28.0431
Si, 1.3363, 4.1222, 28.0496
Si, 6.7977, 4.1276, 27.8314
Si, 4.0424, 6.826, 27.964
Si, 9.5443, 6.8423, 27.8131
Si, 1.2961, 9.5309, 27.8086
Si, 6.7804, 9.5485, 28.0128
Si, 0.0055, -0.0344, 29.2892
Si, 5.4337, 0.0197, 29.2963
Si, 2.7489, 2.7192, 29.2892
Si, 8.1576, 2.766, 29.2915
Si, -0.0466, 5.5129, 29.2992
Si, 5.46, 5.4677, 29.2766
Si, 2.6899, 8.222, 29.276
Si, 8.211, 8.1839, 29.2786
Si, 1.3673, 1.3673, 30.6549
Si, 6.8362, 1.3673, 30.6549
Si, 4.1018, 4.1018, 30.6549
Si, 9.5708, 4.1018, 30.6549
Si, 1.3673, 6.8362, 30.6549
Si, 6.8362, 6.8362, 30.6549
Si, 4.1018, 9.5708, 30.6549
Si, 9.5708, 9.5708, 30.6549
Si, 2.7345, 0, 0.6835
Si, 8.2035, 0, 0.6835
Si, 0, 2.7345, 0.6835
Si, 5.469, 2.7345, 0.6835
Si, 2.7345, 5.469, 0.6835
Si, 8.2035, 5.469, 0.6835
Si, 0, 8.2035, 0.6835
Si, 5.469, 8.2035, 0.6835
Si, 4.0962, 1.3912, 2.0663
Si, 9.6267, 1.3415, 2.055
Si, 1.4117, 4.0572, 2.0548
Si, 6.8292, 4.104, 2.0552
Si, 4.1467, 6.8037, 2.0509
Si, 9.5642, 6.8561, 2.0489
Si, 1.3681, 9.5903, 2.0553
Si, 6.8668, 9.5523, 2.0521
Si, 0.1038, 0.0467, 3.5197
Si, 5.5114, 0.0205, 3.3443
Si, 2.7704, 2.7268, 3.5544
Si, 8.2593, 2.7405, 3.3307
Si, 0.0377, 5.4668, 3.3015
Si, 5.4692, 5.4192, 3.51
Si, 2.7869, 8.2186, 3.3231
Si, 8.242, 8.2194, 3.4958
Si, 1.4671, 1.3703, 5.0139
Si, 6.9195, 1.3656, 4.6931
Si, 4.121, 4.0741, 4.9692
Si, 9.643, 4.1038, 4.6827
Si, 1.4602, 6.7994, 4.6496
Si, 6.8578, 6.8091, 4.8342
Si, 4.13, 9.5888, 4.6978
Si, 9.676, 9.5884, 4.8534
Si, 2.9548, -0.0729, 6.3243
Si, 8.3013, 0.0841, 6.1452
Si, 0.0249, 2.8702, 6.2314
Si, 5.6041, 2.6273, 6.2142
Si, 2.6574, 5.5246, 6.2402
Si, 8.3074, 5.4313, 6.1133
Si, 0.2066, 8.162, 6.0733
Si, 5.4273, 8.2283, 6.0757
Si, 4.9654, 0.7128, 7.5123
Si, 9.1434, 1.9535, 7.405
Si, 0.8401, 4.693, 7.5598
Si, 7.3955, 3.6441, 7.3685
Si, 3.6085, 7.3801, 7.3399
Si, 10.0361, 6.5066, 7.3164
As, 1.8748, 9.0929, 7.5906
Si, 6.62, 9.8441, 7.2513
H, 3.9418, 7.1104, 8.7753
O, 7.0301, 4.0088, 8.9591
O, 9.6048, 1.8002, 9.0044
O, 5.0614, 1.0636, 9.1475
O, 7.2884, 9.131, 8.6103
O, 9.4304, 7.3664, 8.6208
O, 1.2595, 4.2309, 9.113
H, 8.3, 2.637, 22.6044
H, 10.7752, 0.2035, 22.5822
O, 10.3425, 5.3702, 22.5624
O, 2.789, 2.1435, 22.6058
O, 2.9874, 7.853, 22.2275
O, 5.2255, 5.5368, 22.4593
O, 4.9891, 0.4484, 22.6088
O, 7.9388, 8.2445, 22.3239
Si, 4.5214, 8.2069, 14.4853
Si, 4.1612, 1.641, 21.8468
Si, 3.9513, 1.4312, 15.3217
Si, 5.8727, 1.2203, 10.5519
Si, 8.0374, 7.8715, 9.3203
Si, 7.2967, 1.5323, 14.6714
Si, 5.8317, 7.834, 19.0643
Si, 8.5728, 10.5864, 18.8795
Si, 5.0264, 4.5158, 21.2232
Si, 10.5629, 2.8438, 12.6695
Si, 1.1393, 5.0208, 16.9595
Si, 3.2442, 8.2914, 20.6816
Si, 4.6097, 9.8805, 17.1174
Si, 9.3361, 4.5023, 18.4612
Si, 8.4229, 8.2271, 20.7798
Si, 6.5012, 4.9893, 18.6778
Si, 1.0074, 2.2662, 15.5138
Si, 2.855, 0.0594, 19.5291
Si, 4.6163, 3.9924, 11.5382
Si, 0.3934, 9.3406, 15.8717
Si, 9.1484, 1.0724, 10.3855
Si, 9.2334, 10.4875, 14.2169
Si, 6.8022, 5.1672, 10.0833
Si, 7.4534, 2.2501, 17.8145
Si, 8.7746, 5.2265, 12.5645
Si, 0.4082, 0.5597, 17.9108
Si, 2.3899, 5.6267, 19.7175
Si, 5.0726, 10.8923, 13.1544
Si, 10.4263, 5.7486, 20.9818
Si, 1.6102, 4.4675, 10.6882
Si, 9.6622, 9.2458, 11.3322
Si, 6.993, 6.4717, 14.9009
Si, 1.8615, 7.1347, 14.7199
Si, 8.6108, 8.5755, 16.3607
Si, 0.3979, 6.858, 11.9517
Si, 5.5302, 3.8563, 14.4861
O, 9.8201, 1.7489, 11.7097
O, 3.0866, 3.8937, 11.0355
O, 4.2468, 8.7646, 15.9946
O, 0.1345, 8.4085, 11.4763
O, 9.9985, 0.4012, 18.7749
O, 0.8739, 6.7241, 13.5039
O, 0.641, 3.6299, 11.6782
O, 8.6167, 9.799, 20.319
O, 9.7095, 4.6097, 20.0484
O, 3.5266, 10.2715, 18.2435
O, 3.4081, 7.0404, 14.2146
O, 8.4237, 8.3134, 10.8361
O, 3.6119, 4.8166, 20.4403
O, 4.7758, 0.3732, 16.2932
O, 9.7529, 7.2366, 20.6918
O, 7.5037, 1.0872, 10.4441
O, 4.8404, 8.2853, 20.2997
O, 3.9901, 1.0393, 13.7246
O, 5.1081, 2.9634, 21.7144
O, 4.4617, 9.4115, 13.4024
O, 2.1359, 4.9484, 18.2547
O, 8.0094, 5.4182, 18.2343
O, 5.2771, 5.1897, 10.6499
O, 6.8087, 2.9402, 14.0153
O, 0.093, 1.6497, 16.727
O, 1.6497, 8.7001, 15.104
O, 7.302, 1.6987, 16.2885
O, 5.9812, 7.5551, 14.2627
O, 9.4585, 3.9073, 13.229
O, 5.3454, 0.0496, 11.5635
O, 1.4759, 6.0825, 10.9983
O, 2.6578, 7.2308, 19.5784
O, 6.4121, 0.3049, 14.0332
O, 7.7539, 4.8326, 11.3648
O, 9.7872, 10.4985, 10.2971
O, 4.7219, 4.3192, 13.1435
O, 1.0716, 5.5924, 20.6577
O, 6.12, 5.1403, 15.3296
O, 1.3385, 3.8014, 15.9158
O, 5.5587, 6.3367, 18.3528
O, 2.3815, 1.4061, 15.6865
O, 7.437, 0.8582, 18.7374
O, 7.0109, 6.6155, 9.3819
O, 6.3224, 4.7701, 20.2801
O, 8.2273, 9.6139, 15.1622
O, 5.4515, 2.6331, 11.2343
O, 7.2844, 7.6522, 19.7712
O, 10.5367, 5.0545, 17.5089
O, 8.8026, 1.122, 14.2222
O, 6.3028, 3.4311, 18.0721
O, 4.5795, 2.9443, 15.4678
O, -0.2048, 10.4459, 14.8343
O, 1.5852, 0.9336, 18.9811
O, 8.0809, 6.0638, 13.7693
O, 3.8047, 1.1008, 20.343
O, 8.4437, 9.4062, 17.7483
O, 8.9048, 2.975, 18.0779
O, 2.4992, 9.7444, 20.5269
O, 1.5372, 6.3182, 16.0776
O, 9.9045, 6.1203, 11.8346
O, 7.7315, 7.2124, 16.1696
O, 5.7845, 9.0746, 17.9673
O, 0.8326, 10.065, 17.2476
O, 10.1994, 8.1952, 16.1955
O, 0.4296, 2.2442, 13.9779
O, 9.1965, 9.8324, 12.7584

Results
free energy: -132542.181 eV
free energy less fixed offsets of As -4856.12, H -15.97, O -568.88, Si -635.61 eV per atom: -0.601 eV

Forces (eV/angstrom), in the order of the atoms: element, x, y, z
Si, 0.0173, 0.0016, -0.0019
Si, -0.004, 0.0013, 0.0036
Si, -0.0194, -0.0105, -0.0114
Si, -0.0159, 0.0141, -0.0096
Si, 0.0072, 0.0047, -0.0063
Si, 0.0024, 0.0102, -0.0019
Si, -0.0043, 0.0166, -0.0055
Si, -0.0167, 0.0014, -0.0103
Si, -0.0268, 0.0203, 0.0774
Si, 0.0261, -0.0053, 0.0321
Si, -0.0023, 0.0042, 0.0561
Si, 0.0038, -0.0337, 0.0776
Si, 0.0179, -0.0048, 0.0294
Si, 0.0126, 0.0162, 0.068
Si, 0.0243, -0.0106, 0.0494
Si, -0.0082, 0.0442, 0.0438
Si, -0.0418, -0.0567, -0.123
Si, -0.0537, -0.0374, 0.1737
Si, -0.0052, 0.0034, 0.1953
Si, 0.0123, -0.0133, -0.1177
Si, -0.0259, -0.0005, 0.1133
Si, -0.0007, -0.0285, -0.157
Si, 0.0104, -0.029, -0.1732
Si, -0.0512, -0.0147, 0.1257
Si, 0.0082, 0.0294, 0.1211
Si, 0.0736, 0.049, -0.3099
Si, -0.0208, -0.1363, -0.3508
Si, 0.0116, -0.0492, 0.1169
Si, 0.0683, -0.0177, -0.1769
Si, -0.022, -0.0244, 0.1606
Si, 0.0691, 0.0702, 0.132
Si, 0.0701, -0.0004, -0.2802
Si, 0.0529, -0.0115, 0.0441
Si, -0.0267, 0.0618, 0.0013
Si, 0.0146, -0.0273, 0.0654
Si, -0.0598, 0.0787, -0.0249
Si, -0.0645, 0.0832, -0.001
Si, -0.0039, 0.017, 0.0287
Si, -0.0253, 0.065, -0.0363
Si, 0.0336, -0.006, 0.0496
Si, 0.0561, -0.1701, -0.126
Si, -0.2624, 0.1865, 0.0987
Si, 0.1702, -0.0851, -0.0597
Si, -0.2329, 0.1511, 0.0654
Si, -0.2025, 0.1845, 0.1237
Si, 0.062, -0.1159, -0.1348
Si, -0.2961, 0.0856, 0.018
Si, 0.0342, -0.2045, -0.028
Si, 0.0014, 0.1556, 0.1153
Si, 0.3016, -0.1291, 0.0103
Si, 0.2455, -0.1608, -0.1093
Si, -0.0974, 0.084, 0.0818
Si, 0.1861, -0.1912, 0.0078
Si, -0.1781, 0.1106, 0.1211
Si, -0.0827, 0.2046, 0.0995
Si, 0.2744, -0.1876, -0.041
Si, -0.0427, 0.0032, -0.0305
Si, 0.0394, -0.0857, -0.0157
Si, 0.0725, -0.0797, -0.0091
Si, 0.0169, -0.0033, -0.0484
Si, 0.0268, -0.0758, -0.0025
Si, -0.042, 0.0078, -0.0694
Si, -0.0186, 0.0072, -0.0763
Si, 0.0412, -0.0318, -0.0237
Si, -0.1415, -0.0944, -0.0768
Si, -0.0541, -0.0702, 0.2739
Si, -0.0186, -0.0004, -0.2065
Si, -0.0588, 0.0325, 0.2621
Si, 0.0277, 0.0818, 0.3647
Si, 0.0649, 0.0921, -0.1323
Si, -0.0662, -0.033, 0.2414
Si, -0.0137, -0.0354, -0.1152
Si, 0.0058, 0.025, 0.1867
Si, 0.0115, 0.0165, -0.1227
Si, -0.0135, 0.0129, 0.2078
Si, 0.0381, 0.0364, -0.1404
Si, -0.2488, -0.0373, -0.2226
Si, -0.0325, 0.0257, 0.1059
Si, 0.1721, 0.3775, -0.2422
Si, 0.1059, 0.0631, 0.131
Si, -0.0323, -0.1214, -0.1357
Si, 0.0107, 0.0257, -0.0888
Si, -0.0623, -0.0374, -0.0733
Si, 0.0034, -0.0018, -0.1054
Si, 0.0932, -0.0562, -0.0741
Si, -0.0108, -0.0251, -0.0733
Si, 0.1247, -0.0402, -0.2569
Si, 0.0815, -0.1435, -0.0888
Si, 0.0103, -0.0793, 0.0674
Si, -0.008, 0.0277, -0.0067
Si, -0.012, 0.0167, 0.0319
Si, 0.0057, -0.0251, 0.02
Si, 0.0517, 0.0937, 0.0407
Si, 0.1076, 0.0863, -0.0278
As, -0.1752, 0.1235, 0.2027
Si, -0.0275, 0.0268, 0.0087
H, 0.0724, -0.0635, -0.019
O, -0.0039, 0.0267, 0.0121
O, -0.0031, -0.0006, 0.0219
O, 0.009, 0.0134, 0.0012
O, 0.005, 0.0015, 0.0273
O, -0.0547, -0.0455, 0.051
O, -0.006, 0.0081, -0.0257
H, -0.0086, -0.0053, 0.0048
H, -0.0092, -0.008, 0.0029
O, 0.0006, -0.0084, 0.0044
O, -0.0114, 0.0139, 0.0028
O, -0.0065, 0.0028, 0.0037
O, -0.0035, -0.0079, 0.0205
O, -0.0014, 0.0028, -0.0167
O, -0.0017, 0.0026, 0.0118
Si, -0.0005, 0.0067, -0.0059
Si, 0.0052, -0.0046, -0.0132
Si, 0.0003, -0.0036, -0.0066
Si, 0.0308, 0.0005, 0.0655
Si, -0.0072, -0.0034, 0.0415
Si, -0.0035, -0.0052, -0.0009
Si, -0.0061, -0.0008, -0.0018
Si, 0.0001, 0.0003, -0.0022
Si, -0.0061, -0.0056, -0.0191
Si, 0.005, -0.0081, -0.0043
Si, -0.0039, 0.002, -0.0002
Si, -0.002, 0.0021, -0.0066
Si, -0.0006, -0.001, -0.0021
Si, -0.0021, 0.0008, -0.0011
Si, -0.0002, -0.0019, -0.0204
Si, -0.002, -0.0015, -0.0005
Si, 0.0039, 0.0009, 0.003
Si, -0.0026, -0.005, -0.002
Si, 0.0044, -0.0114, 0.0122
Si, 0.0032, -0.0022, -0.0018
Si, -0.0173, 0.0059, 0.0165
Si, -0.0014, -0.0078, -0.0051
Si, 0.0064, -0.012, 0.0136
Si, -0.0006, -0.0014, -0.0002
Si, 0.0074, 0.0034, 0.0093
Si, 0.0004, 0.0007, -0.0018
Si, -0.003, -0.0001, -0.0029
Si, -0.0014, -0.0015, 0.0086
Si, -0.0036, -0.0025, -0.008
Si, 0.007, 0.0013, 0.0259
Si, 0.027, 0.0093, -0.0011
Si, -0.0021, 0.0047, 0.0024
Si, 0.0008, -0.0003, -0.0003
Si, 0.001, -0.0013, -0.001
Si, 0.0064, 0.02, 0.0141
Si, 0.0011, -0.003, 0.0068
O, 0.0037, 0.0032, 0.003
O, -0.0036, 0.0003, -0.0036
O, -0.0003, 0.0002, 0.0012
O, 0.0101, -0.008, -0.0086
O, -0.0024, -0.0028, 0.0011
O, -0.0029, -0.0006, 0.0004
O, 0.0022, 0.0009, -0.005
O, -0.0026, -0.0034, 0.0053
O, 0.0022, -0.0004, 0.0015
O, -0.0002, 0.0013, -0.0013
O, 0.0013, -0.0017, 0.0016
O, 0.0099, -0.0104, -0.0242
O, 0.0016, 0, 0.0049
O, 0.0013, -0.0001, -0.0003
O, -0.0048, 0.0003, -0.0049
O, -0.0108, 0.0011, -0.0092
O, -0.0044, -0.0013, 0.0073
O, 0.0015, 0.001, 0.001
O, -0.0086, 0.0003, 0.0058
O, -0.0013, -0.0034, -0.005
O, -0.0034, -0.0005, 0.0041
O, -0.0029, -0.0002, 0.0006
O, 0.0028, 0.0031, -0.0044
O, 0.0026, 0.0031, -0.0033
O, -0.0021, -0.0006, -0.0003
O, -0.0024, -0.0005, 0.0002
O, -0.0011, -0.0011, 0.0005
O, 0.0039, -0.003, -0.0017
O, -0.0026, 0.0006, -0.0002
O, -0.0119, 0.0011, -0.039
O, 0.0015, 0.0044, -0.0228
O, -0.003, -0.0016, 0.0056
O, 0.0043, 0.0004, 0.0007
O, -0.0057, 0.0037, -0.0084
O, -0.0026, 0, 0.0001
O, -0.0009, 0.0043, -0.008
O, -0.0017, 0.0009, 0.0034
O, 0.0019, -0.0012, 0.0002
O, -0.0019, -0.0005, -0.0021
O, -0.0015, 0, 0.0002
O, -0.0011, 0.0015, 0.0006
O, -0.001, -0.0025, -0.0007
O, 0.0029, 0.0048, -0.0025
O, -0.0066, -0.0026, 0.0036
O, 0.001, 0.0003, 0.0005
O, -0.0052, 0.003, -0.0104
O, 0.0012, 0.0016, 0.0074
O, -0.0035, 0.0012, -0.0021
O, 0.0014, 0.0023, -0.0007
O, -0.0014, 0.0001, -0.0003
O, 0.0016, 0.0027, -0.0037
O, -0.0012, -0.001, -0.0015
O, -0.0009, 0.0004, 0.0013
O, 0.0048, -0.0009, -0.0056
O, -0.0022, 0.0021, 0.0081
O, -0.0002, 0.0002, 0.003
O, -0.0008, -0.0019, 0.0001
O, -0.003, 0.0006, -0.0009
O, 0.0002, -0.0013, 0.0021
O, -0.0114, -0.0132, 0.0035
O, 0.0013, -0.0005, -0.0029
O, -0.0009, -0.0018, -0.0006
O, -0.0003, 0.0002, -0.0006
O, -0.0015, -0.0005, -0.0016
O, -0.0023, 0.001, -0.0042
O, -0.0038, 0.0072, 0.0188

The program warned: the cutoff lies below the one the program advises for these potential files; the exchange-correlation potential is rough where the density is thin.
